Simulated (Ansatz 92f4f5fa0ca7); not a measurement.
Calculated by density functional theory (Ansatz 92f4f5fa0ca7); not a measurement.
Periodic cell of 363 atoms, Si241O122, from a study of silicon, its oxide and their interface. The atomic structure is a simulated model.
Doubt: the cutoff is far below the 930 eV that the study's wrapper takes by default for these files, so forces and energies are approximate.
This geometry differs little from another in the collection (a relaxation step or a small displacement).

Settings: functional PBE; potential files Ansatz PAW; basis plane waves; wave-function cutoff 580 eV; density cutoff ratio 5; exchange-correlation grid ratio 1; k mesh 1 x 1 x 1, Gamma-centred; self-consistency stop 5e-08 eV per atom in the density residual; occupations fixed; spin none; net charge 0.

Cell vectors (angstrom)
a 11.6015 0 0
b 0 13.3963 0
c 0 0 41.16

Atoms: element, x, y, z (angstrom)
Si 0 2.2327 1.1851
Si 3.8672 2.2327 1.1851
Si 7.7343 2.2327 1.1851
Si 1.9336 5.5818 1.1851
Si 5.8008 5.5818 1.1851
Si 9.6679 5.5818 1.1851
Si 0 8.9308 1.1851
Si 3.8672 8.9308 1.1851
Si 7.7343 8.9308 1.1851
Si 1.9336 12.2799 1.1851
Si 5.8008 12.2799 1.1851
Si 9.6679 12.2799 1.1851
Si 1.9336 1.1164 1.9745
Si 5.8008 1.1164 1.9745
Si 9.6679 1.1164 1.9745
Si 0 4.4654 1.9745
Si 3.8672 4.4654 1.9745
Si 7.7343 4.4654 1.9745
Si 1.9336 7.8145 1.9745
Si 5.8008 7.8145 1.9745
Si 9.6679 7.8145 1.9745
Si 0 11.1635 1.9745
Si 3.8672 11.1635 1.9745
Si 7.7343 11.1635 1.9745
Si 1.9336 1.1164 4.3426
Si 5.8008 1.1164 4.3426
Si 9.6679 1.1164 4.3426
Si 0 4.4654 4.3426
Si 3.8672 4.4654 4.3426
Si 7.7343 4.4654 4.3426
Si 1.9336 7.8145 4.3426
Si 5.8008 7.8145 4.3426
Si 9.6679 7.8145 4.3426
Si 0 11.1635 4.3426
Si 3.8672 11.1635 4.3426
Si 7.7343 11.1635 4.3426
Si 0 0 36.8195
Si 3.8672 0 36.8195
Si 7.7343 0 36.8195
Si 1.9336 3.3491 36.8195
Si 5.8008 3.3491 36.8195
Si 9.6679 3.3491 36.8195
Si 0 6.6981 36.8195
Si 3.8672 6.6981 36.8195
Si 7.7343 6.6981 36.8195
Si 1.9336 10.0472 36.8195
Si 5.8008 10.0472 36.8195
Si 9.6679 10.0472 36.8195
Si 0 0 39.1876
Si 3.8672 0 39.1876
Si 7.7343 0 39.1876
Si 1.9336 3.3491 39.1876
Si 5.8008 3.3491 39.1876
Si 9.6679 3.3491 39.1876
Si 0 6.6981 39.1876
Si 3.8672 6.6981 39.1876
Si 7.7343 6.6981 39.1876
Si 1.9336 10.0472 39.1876
Si 5.8008 10.0472 39.1876
Si 9.6679 10.0472 39.1876
Si 0 2.2327 39.977
Si 3.8672 2.2327 39.977
Si 7.7343 2.2327 39.977
Si 1.9336 5.5818 39.977
Si 5.8008 5.5818 39.977
Si 9.6679 5.5818 39.977
Si 0 8.9308 39.977
Si 3.8672 8.9308 39.977
Si 7.7343 8.9308 39.977
Si 1.9336 12.2799 39.977
Si 5.8008 12.2799 39.977
Si 9.6679 12.2799 39.977
Si -0.1788 -0.8233 29.0135
Si 4.0751 -0.1451 29.8461
Si 7.8616 0.2363 29.6886
Si 1.731 2.6109 29.4788
Si 5.5532 3.1611 29.8331
Si 9.7337 4.5196 28.3236
Si -2.0759 3.8365 30.5615
Si 3.7331 6.6934 29.609
Si 7.745 6.7461 28.5662
Si 2.3002 9.7681 29.7642
Si 5.986 10.1122 29.7832
Si 10.5984 9.5566 29.2536
Si -0.4122 2.103 30.6788
Si 3.6945 2.0297 30.6707
Si 7.6006 2.4061 30.6402
Si 1.1652 4.782 28.7684
Si 5.5036 5.3824 30.4112
Si 13.1742 6.2672 30.5548
Si 0.561 8.4277 30.586
Si 4.1975 8.8292 30.5955
Si 7.9732 9.1444 30.5284
Si 2.3113 11.9721 30.6012
Si 6.0774 12.3433 30.574
Si 9.9822 13.3877 30.5962
Si 0.0535 2.175 32.972
Si 3.8711 2.1724 32.9814
Si 7.7021 2.1249 32.9663
Si 1.8817 5.5979 32.8353
Si 5.8113 5.5531 32.7944
Si 9.6496 5.2613 32.659
Si 0.0774 8.8437 32.8586
Si 3.9451 8.8289 32.9298
Si 7.816 8.8915 32.8742
Si 2.023 12.1564 32.9239
Si 5.8739 12.2301 32.9201
Si 9.7941 12.3668 32.7964
Si 1.9594 1.0147 33.7031
Si 5.7963 1.0443 33.7366
Si 9.6964 1.1212 33.7514
Si 0.014 4.4094 33.6646
Si 3.8479 4.466 33.6023
Si 7.702 4.3811 33.6552
Si 1.9883 7.7771 33.7263
Si 5.8812 7.7596 33.6743
Si 9.7254 7.6254 33.4995
Si 0.034 11.1064 33.6181
Si 3.9623 11.0687 33.6779
Si 7.8627 11.1648 33.6104
Si 1.9333 1.1035 36.0536
Si 5.7976 1.1089 36.0723
Si 9.6655 1.1187 36.0851
Si -0.0023 4.4662 36.0338
Si 3.8598 4.473 35.9984
Si 7.7278 4.4651 36.0286
Si 1.9422 7.8104 36.0701
Si 5.8138 7.804 36.0362
Si 9.6742 7.7682 35.9467
Si -0.004 11.1532 36.0049
Si 3.8805 11.1528 36.0403
Si 7.7581 11.1682 36.0039
Si -0.01 0.0208 5.111
Si 3.8558 0.0083 5.1789
Si 7.7299 0.0179 5.048
Si 1.9309 3.335 5.157
Si 5.8007 3.3428 5.1515
Si 9.6636 3.3506 5.1625
Si -0.008 6.718 5.1408
Si 3.8657 6.7142 5.1303
Si 7.7328 6.6992 5.1174
Si 1.9365 10.0532 5.1678
Si 5.7986 10.0507 5.1157
Si 9.6816 10.0321 5.1021
Si -0.0579 0.097 7.4703
Si 3.7895 0.0689 7.5909
Si 7.68 0.0965 7.3635
Si 1.901 3.3502 7.5558
Si 5.7761 3.3734 7.5397
Si 9.6332 3.3994 7.5611
Si -0.0411 6.7802 7.5182
Si 3.8396 6.7809 7.4965
Si 7.7029 6.7247 7.4733
Si 1.938 10.1021 7.5674
Si 5.8044 10.0822 7.4737
Si 9.7061 10.0203 7.4497
Si -0.0635 2.3101 8.4418
Si 3.8582 2.3053 8.4461
Si 7.7048 2.2622 8.375
Si 1.894 5.6253 8.1652
Si 5.7572 5.6311 8.2387
Si 9.6319 5.6552 8.2988
Si 0.0432 8.9957 8.4337
Si 3.8952 9.0119 8.3705
Si 7.7446 8.9569 8.2417
Si 1.8072 12.3561 8.328
Si 5.7885 12.346 8.1605
Si 9.5774 12.2898 8.0203
Si -0.1143 2.5119 10.8901
Si 3.7695 2.4169 10.8834
Si 7.7038 2.3027 10.7858
Si 1.8508 5.6053 10.4734
Si 5.7278 5.5091 10.5764
Si 9.6001 5.7404 10.6578
Si 0.2442 8.9971 10.8894
Si 4.0509 8.8283 10.7412
Si 7.8097 8.7844 10.5874
Si 1.089 12.668 10.571
Si 3.6504 10.5724 12.2854
Si 10.2878 12.6181 10.9835
Si 1.7837 1.315 11.5652
Si 5.8031 -0.6212 11.3465
Si 9.6259 1.296 11.764
Si -0.0784 4.7584 11.4931
Si 3.7063 4.6561 11.4533
Si 7.6744 4.5468 11.4059
Si 2.1283 7.6718 11.4032
Si 5.9428 7.6347 11.4459
Si 9.7816 7.9388 11.5023
Si 1.297 10.8637 12.0208
Si 5.7236 14.9657 11.9091
Si 8.1419 11.2693 12.3964
O 9.5018 1.1233 13.419
O 11.5253 5.0706 13.1299
O -2.1823 -1.2324 9.6737
O 7.904 10.8736 13.9459
O 3.6001 5.0566 13.0821
O 5.9409 1.5819 13.5799
O 7.4933 4.5653 13.052
O 12.3283 11.4299 13.4634
O 5.9819 7.7307 13.1095
O 9.4876 7.9674 13.138
O 3.9443 10.4317 13.92
O 2.3069 7.4466 13.0681
O 9.0034 5.9328 27.9571
O 2.3288 2.0648 28.0144
O 5.7898 3.0987 28.1878
O 5.7691 9.9687 28.1544
O 7.7722 13.3768 28.0392
O -7.7729 -0.1613 28.1836
O 2.3484 9.4739 28.1157
O 6.9902 7.4521 27.3182
O 3.6476 6.5191 27.9166
O -0.1304 13.317 27.5403
O 10.1372 8.9451 27.8016
O 9.1855 3.3815 27.2806
Si 0.8815 1.0875 22.0017
Si 9.9608 4.4114 19.1315
Si 9.544 0.4812 14.9275
Si -0.6433 11.3162 24.3351
Si 7.3591 11.7158 15.2519
Si 7.5933 9.0207 16.419
Si 2.6651 1.0274 14.5564
Si 3.7182 1.6485 22.8969
Si 1.966 0.9347 17.4425
Si -0.9928 7.3455 23.0027
Si 5.3496 2.2053 14.9934
Si -0.3318 6.8794 20.092
Si 4.0646 4.1963 24.7978
Si 4.1534 11.6575 15.0043
Si 5.9567 13.2197 22.2378
Si 3.2327 0.9881 27.174
Si 5.7442 2.701 26.619
Si 5.7734 7.3272 14.6798
Si 5.1384 1.1423 17.9409
Si 11.4314 11.2081 14.8035
Si 0.8654 12.8832 26.2925
Si 5.6948 2.2982 20.7282
Si 8.1327 5.8481 24.046
Si 8.4579 12.8037 23.853
Si 2.9739 6.2676 14.0157
Si 9.7833 2.0727 23.2441
Si 5.3198 11.8486 19.5383
Si 9.8292 3.4411 16.1152
Si 7.1966 4.6111 14.6469
Si 10.0605 8.2491 14.6449
Si 7.05 9.1942 19.387
Si 0.3395 11.379 21.5948
Si 1.0616 2.9739 19.5251
Si 9.5853 9.79 26.5109
Si 2.4359 5.7497 27.0393
Si 14.0413 10.1759 26.6441
Si 2.4558 5.6838 20.1509
Si 7.976 4.1555 21.5417
Si 7.157 8.0778 25.8148
Si 5.5011 10.4117 26.6131
Si 4.474 7.7095 20.3788
Si 1.5834 7.7514 24.8813
Si 3.5706 6.3848 22.8269
Si 8.5542 3.1818 25.7901
Si 2.6721 10.3017 19.7057
Si 1.9306 11.3522 17.1665
Si 9.8541 9.3535 20.8956
Si 0.1485 5.5214 14.6872
Si 7.8042 12.3705 26.7531
O 4.2004 6.8933 14.9106
O 5.7244 1.4563 16.4282
O 3.855 6.3755 19.615
O 1.5945 12.8001 17.887
O 7.7169 5.4418 22.5178
O 5.7427 11.9367 15.2304
O 11.8426 7.7497 23.9757
O 8.3374 13.1628 25.44
O -1.1506 5.9632 19.0162
O 6.4765 3.637 21.1883
O 1.9455 9.2296 25.432
O 9.6617 2.4647 24.8282
O 3.4388 8.9441 20.1319
O 8.5978 8.8265 25.67
O 9.6106 3.7261 17.705
O 8.1024 13.1814 15.3647
O 11.9682 10.8495 23.1506
O 11.5537 12.7296 24.9479
O 3.4895 13.0242 14.3963
O 2.2466 0.953 22.8751
O 11.0567 6.9861 15.0014
O 5.6432 13.0808 18.5065
O 11.17 3.5505 19.804
O 1.0899 2.1242 18.1273
O 1.8581 10.1684 18.2923
O 7.0802 6.9534 24.6426
O 5.44 12.1465 21.1379
O 11.1448 4.3007 15.6126
O 1.25 6.7148 19.7565
O 9.6297 6.4808 23.961
O 9.4662 11.5352 23.7053
O 10.8082 10.2116 25.5247
O 7.5866 8.5819 17.9807
O 3.7542 11.4699 19.3765
O 8.5333 4.0632 15.367
O 1.6639 10.7567 20.8946
O 14.1677 5.591 21.7924
O 9.8899 8.6963 22.4055
O 4.2087 2.274 21.4426
O 6.3271 11.7956 26.3662
O 10.6999 9.7529 14.6632
O 2.7821 7.283 23.9075
O 9.906 1.7984 15.872
O -0.2564 1.946 22.8035
O 10.5736 12.5947 15.0318
O 1.3626 1.9031 20.6896
O 4.7903 13.8367 23.2185
O 4.5512 1.5965 26.4234
O 3.7277 2.2457 14.7992
O 10.5596 10.8321 20.8932
O 5.9825 8.0925 19.941
O 7.209 2.261 26.0356
O 9.0743 0.6381 23.0151
O 2.1624 0.4536 26.0542
O 10.7611 8.4145 19.8995
O 1.4711 11.4517 26.7032
O 8.8513 8.2583 15.7251
O 6.8023 6.1232 15.0852
O 7.7269 10.6631 16.4466
O 1.6682 1.0065 15.8362
O 6.1982 8.5756 15.6552
O 8.9696 3.14 22.3351
O 4.4329 5.2987 23.6676
O 6.5749 14.4481 21.3415
O 2.9301 4.6999 25.8688
O 8.8059 11.1136 27.0915
O 1.4839 6.8053 26.2169
O 11.0364 6.4573 21.6771
O 8.3064 9.423 20.4019
O 3.9444 10.6898 26.311
O 5.9809 9.1912 25.6313
O 2.1581 4.2011 19.5222
O 7.0272 12.4465 23.1809
O 5.9186 3.7152 15.1013
O 3.6435 2.821 24.0273
O 5.5851 2.2322 19.0916
O 1.7667 5.6826 14.9655
O 0.3263 13.0102 21.5686
O 3.4033 11.3369 16.419
O 8.6611 4.4523 20.1007
O 4.5476 7.365 21.9745
O 5.3919 3.9954 25.7021
O 0.7824 11.0255 16.09
O 6.3068 10.6226 19.1542
O 8.1586 4.5944 25.0808
O 3.5228 1.1979 17.8166
O 9.7483 -1.8747 12.147
O 19.9149 7.7561 29.7135
O 6.0331 12.3878 9.7916
O 7.235 -0.7984 12.1486
O 6.7455 5.7687 29.3747
O 1.2468 26.3436 29.7515
O 16.1122 11.9207 11.8622
O 13.3601 1.2676 13.2325
O 20.9309 -3.35 30.2042
O 11.3755 -2.4511 28.8462
O -0.2887 4.7159 27.9775
O 7.4896 10.2169 11.3605

Results
free energy: -222585.546 eV
free energy less fixed offsets of O -568.88, Si -635.61 eV per atom: -0.176 eV

Forces (eV/angstrom), in the order of the atoms: element, x, y, z
Si 0.0031 -0.0341 0.0035
Si -0.002 -0.0378 -0.026
Si 0.0079 -0.0015 -0.0015
Si 0.0021 0.0023 0.0327
Si 0.0202 0.0152 0.0147
Si -0.0008 0.0344 -0.0054
Si -0.0109 -0.0098 0.0091
Si 0.0166 -0.0116 0.0304
Si 0.0167 -0.0126 -0.012
Si -0.0083 0.0096 -0.0204
Si -0.0034 0.0027 0.0141
Si 0 -0.0224 0.0277
Si 0.0362 0.0147 0.0086
Si -0.1107 0.031 -0.0019
Si 0.0114 0.0897 -0.0047
Si -0.0114 0.0053 -0.0113
Si -0.0123 -0.0108 -0.0162
Si -0.0078 -0.0395 0.0065
Si -0.0227 0.0335 -0.0081
Si -0.0013 -0.0001 0.0045
Si -0.014 -0.0397 0.0182
Si 0.0524 0.019 -0.0006
Si -0.0306 0.0525 -0.0049
Si 0.0107 -0.0282 -0.0157
Si 0.0363 0.0168 -0.1084
Si -0.2845 0.1073 -0.13
Si 0.0259 0.2542 -0.2922
Si -0.0222 0.0184 0.313
Si -0.0295 -0.0245 0.268
Si -0.0085 -0.0631 0.0989
Si -0.049 0.1512 0.069
Si 0.0054 0.0402 -0.1256
Si -0.024 -0.0763 -0.2798
Si 0.1264 0.0606 0.0827
Si -0.0992 0.1257 0.1913
Si 0.0561 -0.0781 -0.0157
Si 0.0071 -0.1826 0.0852
Si -0.0271 -0.1423 0.1994
Si -0.0022 -0.1409 0.1951
Si 0.0237 0.0174 -0.1093
Si -0.1247 0.0852 -0.0625
Si -0.0398 0.1202 0.0971
Si -0.0808 -0.0567 0.0019
Si 0.1321 -0.0882 0.0839
Si 0.1649 -0.0743 -0.0267
Si -0.0281 0.0428 -0.0044
Si 0.257 -0.0341 -0.0987
Si 0.0596 -0.304 -0.3662
Si 0.0149 -0.0637 0.004
Si -0.0155 -0.0468 0.007
Si -0.0193 -0.0467 -0.0015
Si 0.0225 -0.0064 -0.0079
Si -0.0417 0.0235 -0.0021
Si -0.0052 0.0603 -0.0064
Si -0.0403 0.015 0.0069
Si 0.0512 -0.0312 0.0067
Si 0.0671 0.0165 0.0092
Si -0.0087 0.0466 0.001
Si 0.0872 0.0047 0.0086
Si 0.0095 -0.1097 0.0125
Si 0.0016 0.0146 -0.0185
Si -0.0001 0.0112 0.0064
Si -0.0057 -0.0068 -0.0178
Si -0.0027 0.0007 -0.0263
Si -0.0176 -0.0112 -0.0034
Si -0.0014 -0.0289 0.0247
Si 0.0032 -0.0006 -0.002
Si -0.0145 -0.0007 -0.0416
Si -0.0161 0.0005 0.0135
Si 0.0074 0.0036 0.0328
Si 0.003 0.0104 0.0145
Si 0.0019 0.0456 -0.0293
Si 0.0507 -0.0935 0.0386
Si 0.014 -0.011 0.034
Si -0.0714 0.0561 0.1188
Si -0.0878 0.1183 0.0635
Si -0.0766 0.0311 -0.0203
Si 0.0758 -0.0619 -0.0808
Si -0.0533 0.063 -0.0494
Si -0.0086 -0.0244 -0.011
Si -0.0323 -0.0068 0.0667
Si -0.2055 0.1472 0.0098
Si 0.0533 -0.0439 0.0229
Si 0.0547 0.0999 0.0054
Si 0.0772 -0.0973 -0.0734
Si -0.0308 -0.084 -0.1135
Si 0.0838 -0.1255 -0.1159
Si 0.0842 0.1535 -0.1596
Si -0.0932 0.0889 -0.0372
Si 0.0508 -0.1513 -0.1494
Si -0.023 0.0832 -0.0123
Si 0.1791 -0.1735 -0.0609
Si -0.1578 0.0331 -0.0227
Si -0.0413 -0.0332 -0.1256
Si 0.033 0.0189 -0.1002
Si -0.0415 -0.0621 -0.0179
Si 0.0214 0.014 -0.0312
Si -0.0424 0.0403 -0.0134
Si 0.0247 0.0942 -0.0278
Si 0.0533 -0.0112 0.0047
Si 0.0172 -0.0382 -0.0589
Si 0.0252 0.0555 0.0011
Si -0.0443 -0.0028 -0.0503
Si -0.0137 0.0333 0.0192
Si 0.0655 0.0013 -0.0415
Si 0.029 0.0149 -0.0417
Si 0.0272 0.0218 -0.0397
Si 0.0272 0.024 -0.0413
Si 0.0415 -0.0413 0.047
Si -0.0134 -0.0627 0.0475
Si 0.0354 -0.0621 0.0987
Si -0.0424 0.0453 0.0903
Si -0.0145 0.027 0.0478
Si -0.0004 -0.0002 0.0702
Si -0.0698 -0.0315 0.1247
Si 0.0307 -0.018 0.0146
Si -0.0151 -0.0443 0.0356
Si -0.0276 -0.0174 0.0318
Si -0.059 -0.0131 0.1079
Si -0.0011 -0.0105 0.0835
Si -0.0069 0.0075 -0.0065
Si -0.0016 0.0135 0.0306
Si -0.0139 0.0104 -0.0218
Si 0.028 -0.0071 -0.0182
Si 0.0052 -0.017 -0.0047
Si 0.01 -0.0004 -0.0326
Si 0.006 0.0259 -0.0217
Si -0.0152 0.0117 0.0177
Si 0.001 0.0353 -0.0364
Si -0.0025 0.0132 0.0184
Si 0.0001 0.0037 -0.0241
Si -0.0062 0.0192 -0.018
Si 0.0432 0.0138 0.0352
Si -0.0134 0.0079 0.0155
Si 0.0072 0.0165 -0.0177
Si -0.0097 0.0203 0.0506
Si -0.01 0.0161 0.0192
Si -0.0073 0.014 0.0377
Si -0.0034 -0.019 0.0108
Si 0.0079 -0.0141 -0.0013
Si -0.0089 -0.0099 -0.015
Si 0.005 -0.0115 0.0182
Si -0.0094 -0.0336 0.0186
Si -0.0202 -0.0042 0.0012
Si -0.0382 -0.0087 -0.0236
Si -0.0143 0.0018 0.0072
Si -0.0469 0.0205 0.0497
Si 0.0167 -0.0279 -0.0617
Si 0.0133 -0.0038 -0.0427
Si 0.0127 -0.0123 -0.0572
Si 0.0171 0.0627 -0.038
Si 0.0053 0.047 -0.0089
Si 0.0351 0.0685 -0.0047
Si 0.004 0.0266 -0.0297
Si -0.0153 0.0167 0.0231
Si -0.0183 -0.0021 0.0034
Si 0.0293 -0.0116 0.0205
Si -0.0519 0.0091 0.0256
Si 0.0174 0.0045 -0.0242
Si 0.0031 -0.0405 0.0164
Si -0.002 -0.043 0.0048
Si -0.0057 -0.0457 -0.0056
Si -0.0056 0.0012 0.049
Si -0.0007 0.0136 -0.0765
Si 0.0354 0.0015 -0.0531
Si 0.0096 -0.0084 -0.0229
Si 0.0207 -0.0245 0.0382
Si 0.1105 0.0357 0.1224
Si 0.0132 -0.147 -0.009
Si 0.0804 -0.2056 0.0465
Si -0.0317 -0.0799 0.07
Si -0.0679 -0.0422 0.0542
Si -0.0814 -0.0174 0.0713
Si -0.1171 0.0499 0.063
Si -0.0513 -0.0044 0.0517
Si 0.029 -0.0672 0.0914
Si 0.0096 -0.1159 0.1143
Si -0.0465 -0.0159 0.1035
Si -0.1026 0.1882 -0.072
Si 0.1555 -0.0261 0.0429
Si -0.0184 0.02 -0.0728
Si -0.1353 0.0972 0.0629
Si -0.0441 0.1301 0.0225
Si 0.0224 0.0052 0.1078
Si 0.0688 0.0253 0.0231
Si 0.1082 -0.0053 0.0469
Si -0.043 0.1052 -0.0189
Si 0.069 0.1176 0.0153
Si 0.0487 0.0642 -0.0952
Si 0.1789 -0.0259 -0.0807
Si -0.0436 0.0433 -0.1681
Si -0.0649 -0.0256 -0.1024
O -0.0024 0.0072 0.0898
O -0.0101 0.0003 -0.063
O -0.079 -0.0381 -0.1004
O -0.0364 -0.0113 0.0381
O -0.0277 0.0242 -0.0458
O 0.0075 0.049 0.2183
O -0.0071 0.0034 -0.0251
O -0.0677 0.01 0.0945
O -0.009 -0.0243 -0.0085
O -0.0092 0.0141 0.0187
O 0.0394 -0.0124 0.0729
O 0.0331 -0.0557 -0.0137
O -0.0345 -0.0207 0.0428
O 0.0266 -0.0438 0.0225
O 0.0134 -0.0207 0.0121
O -0.0286 0.0492 -0.0334
O 0.019 -0.0335 -0.1016
O -0.0008 0.0433 0.0212
O 0.0624 0.041 -0.0164
O -0.0058 -0.0028 0.0028
O -0.0251 -0.0082 0.0099
O 0.0701 -0.0004 -0.0611
O -0.0229 -0.0188 -0.0723
O 0.0055 0.0333 0.0106
Si -0.0108 0.0062 0.0009
Si -0.0036 -0.0104 -0.0398
Si -0.0091 -0.0021 -0.0167
Si -0.0168 -0.0054 -0.0071
Si -0.0069 0.0312 0.0473
Si 0.012 0.0191 -0.0049
Si 0.0002 -0.0105 -0.0268
Si 0.0005 0.0152 0.0131
Si 0.0202 -0.0128 0.0051
Si 0.0028 -0.0074 0.0285
Si 0.0292 -0.0298 -0.0577
Si -0.0187 -0.01 0.0066
Si -0.0379 0.0459 0.0429
Si 0.0107 -0.0375 -0.0381
Si 0.0064 -0.0018 0.0027
Si -0.003 0.0009 0.0038
Si 0.0025 0.0104 -0.0176
Si 0.0107 -0.0192 -0.0193
Si -0.0235 -0.0004 -0.0205
Si 0.0286 0.0183 -0.0304
Si -0.0075 0.0053 0.0075
Si 0.0007 0.0027 -0.0172
Si -0.002 0.0054 0.0167
Si 0.0325 -0.0063 -0.0105
Si 0.0008 0.0247 -0.0106
Si -0.0128 -0.0169 0.0123
Si -0.0036 0.0107 -0.0154
Si -0.0187 -0.006 -0.0034
Si 0.0016 -0.0046 -0.0101
Si 0.0173 -0.0197 0.0062
Si 0.0165 0.0013 -0.0429
Si 0.0058 -0.0013 0.0253
Si -0.0118 -0.0242 -0.0193
Si 0.0115 -0.0273 0.006
Si -0.0185 -0.0944 0.2166
Si 0.0034 -0.0047 -0.0005
Si -0.0149 -0.0076 0.0205
Si 0.0226 0.0175 0.0204
Si 0.0148 -0.0029 -0.0473
Si 0.0365 0.0027 0.0067
Si 0.0084 0.0081 0.0182
Si 0.0102 -0.0496 0.0412
Si -0.0089 -0.0007 0.0476
Si 0.0039 0.0284 0.0121
Si -0.0169 0.0163 -0.0219
Si 0.003 0.0089 -0.0437
Si -0.0022 -0.0034 0.0145
Si -0.0146 0.0225 0.0075
Si 0.0228 0.0259 0.0203
O -0.0162 -0.0015 -0.0159
O -0.0062 -0.0147 0.033
O -0.0012 -0.0002 -0.0114
O 0.006 0.0059 -0.0034
O -0.0005 -0.0239 -0.0185
O 0.0278 -0.0001 -0.0283
O -0.0252 -0.0024 -0.0208
O 0.0025 0.0046 -0.0101
O -0.0009 0.0072 0.0093
O -0.0151 -0.0128 0.0004
O 0.0006 0.0101 0.0162
O 0.012 -0.0058 -0.0096
O 0.0006 -0.0086 0.0033
O -0.0136 0.0025 0.0246
O 0.004 0.0181 0.0314
O 0.0025 -0.0016 -0.041
O 0.0072 0.0082 -0.0126
O -0.0015 0.0036 0.0115
O -0.0127 0.0376 0.0052
O -0.0022 -0.0012 -0.0045
O -0.0115 0.0064 -0.0283
O -0.004 0.0018 0.0087
O 0.0079 0.0083 0.011
O 0.0041 0.0129 0.0067
O 0.0106 -0.0101 0.022
O 0.012 -0.0016 0.0218
O -0.0018 0.0043 0.004
O 0.0282 0.0098 -0.0255
O 0.0064 0.0047 -0.0089
O 0.0055 -0.003 -0.0006
O -0.005 0.0133 0.0127
O 0.0052 0.0196 0.0006
O -0.0113 0.0051 0.036
O 0.0016 -0.0011 0.0065
O -0.0453 0.0208 -0.0382
O 0.0027 -0.0041 0.0022
O -0.0101 -0.0054 -0.0284
O -0.0053 0.0101 -0.0158
O 0.008 0.0035 -0.0121
O -0.0184 -0.0142 0.0193
O -0.002 0.0013 -0.0062
O 0.0206 0.0003 -0.0312
O -0.004 -0.0265 -0.0346
O 0.0122 -0.0056 -0.0017
O 0.0193 -0.015 -0.0355
O 0.0025 0.0055 0.0106
O 0.0068 0.0007 -0.0061
O -0.0289 -0.0062 0.0324
O -0.0123 0.0058 -0.0181
O -0.0108 -0.0019 -0.0172
O -0.0099 -0.0105 0.0068
O -0.005 -0.0025 0.009
O -0.0029 0.0175 0.0086
O -0.0315 -0.0253 0.0391
O 0.0035 0.0024 -0.0108
O 0.0378 0.0126 -0.0115
O -0.0102 0.0066 -0.0158
O 0.0141 -0.0053 -0.0429
O 0.0025 -0.0105 -0.0394
O -0.0016 -0.0011 -0.0047
O 0.0002 0.012 -0.0117
O -0.0101 0.005 -0.0093
O 0.0043 0.01 -0.012
O -0.0008 -0.0011 -0.0011
O 0.0478 -0.0356 -0.0813
O -0.015 -0.0069 0.0091
O -0.0315 0.0895 -0.0769
O 0.0063 -0.003 -0.0169
O -0.0007 0.003 0.0087
O -0.018 -0.0039 0.0344
O -0.0101 0.013 0.0267
O 0.0061 0.0141 -0.003
O -0.0263 0.0139 -0.0063
O 0.0128 0.0086 -0.0201
O -0.001 -0.0314 -0.0144
O -0.0002 -0.0058 0.0116
O 0.0075 -0.0119 -0.023
O -0.0027 -0.0026 0.0023
O -0.0249 0.0015 0.0125
O -0.0073 0.0039 0.0054
O 0.0042 0.0063 -0.0177
O -0.0068 0.005 0.0049
O 0.0131 0.0116 0.0018
O -0.0013 0.0013 0.0099
O -0.0048 0.0102 -0.006
O 0.0046 0.0026 0.0002
O -0.071 0.0534 -0.1392
O -0.0143 -0.0565 -0.002
O -0.0032 -0.0426 -0.1334
O 0.0705 -0.0724 0.0122
O 0.0953 0.0328 -0.041
O -0.0931 0.0683 -0.0157
O 0.0222 -0.0945 -0.0249
O 0.0273 0.0051 0.0137
O -0.0106 -0.0014 0.045
O -0.004 0.0528 0.0928
O 0.0421 -0.0202 0.1373
O 0.0278 0.0747 0.0665

The program warned: the cutoff lies below the one the program advises for these potential files; the forces do not sum to zero within the program's tolerance; the exchange-correlation potential is rough where the density is thin.
